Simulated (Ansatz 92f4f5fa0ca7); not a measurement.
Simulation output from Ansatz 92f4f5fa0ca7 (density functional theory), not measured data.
Periodic cell of 226 atoms, Si134O92, from a study of silicon, its oxide and their interface. The atomic structure is a simulated model.
Doubt: the cutoff is far below the 930 eV that the study's wrapper takes by default for these files, so forces and energies are approximate.
This geometry differs little from another in the collection (a relaxation step or a small displacement).

Settings
functional: PBE
potential files: Ansatz PAW
basis: plane waves
wave-function cutoff: 580 eV
density cutoff ratio: 5
exchange-correlation grid ratio: 1
k mesh: 1 x 1 x 1, Gamma-centred
self-consistency stop: 5e-08 eV per atom in the density residual
occupations: fixed
spin: none
net charge: 0

Cell vectors (angstrom)
a 10.938 0 0
b 0 10.938 0
c 0 0 32.4725

Atoms and the computed forces on them: element, x, y, z (angstrom), force x, y, z (eV/angstrom)
Si 0.3265 -0.4423 25.02 -0.0081 0.0053 0.0033
Si 5.6282 -0.1753 24.8051 -0.0079 0.01 0.0092
Si 2.4858 2.9768 25.2876 0.0048 0.0034 0.0082
Si 8.1309 3.023 24.7859 0.015 0.0017 0.0088
Si 0.3728 5.3086 24.8766 -0.0185 -0.0011 -0.0262
Si 5.8134 5.1795 25.1519 0.0036 0.0107 -0.0183
Si 2.5968 8.223 25.1065 0.0099 -0.0167 0.0037
Si 7.8512 8.4764 25.0086 0.0118 -0.0074 -0.0015
Si 1.2991 1.2918 26.3719 -0.0026 -0.0004 0.0079
Si 6.8989 1.3881 26.114 -0.0059 -0.0023 0.0058
Si 4.1438 4.1156 26.4551 -0.0138 -0.009 0.0099
Si 9.6308 4.1748 26.1942 -0.0093 0.0045 0.0015
Si 1.3745 6.778 26.4235 0.0037 0.0145 0.0079
Si 6.8705 6.8428 26.4064 -0.0047 -0.0024 0.0091
Si 4.1554 9.5689 26.262 -0.0044 0.0032 0.0044
Si 9.5358 9.5384 26.2927 0.002 -0.002 0.0038
Si 2.7653 -0.0201 27.6798 0.0049 0.0017 0.0053
Si 8.2037 0.034 27.6311 -0.0026 0.0006 0.0007
Si -0.0472 2.7394 27.6641 0.0053 -0.001 0.0048
Si 5.5287 2.6681 27.6672 0.0042 -0.0056 0.0009
Si 2.7666 5.4694 27.7662 0.0035 -0.0019 0.0052
Si 8.2703 5.4655 27.6851 0.0064 -0.0039 0.002
Si -0.0337 8.1836 27.6971 -0.0037 0.0007 0.0043
Si 5.4572 8.2033 27.7031 0.0007 -0.003 0.0042
Si 4.1018 1.3673 29.0543 0.2398 -0.2021 -0.0368
Si 9.5708 1.3673 29.0543 -0.3176 0.166 -0.0485
Si 1.3673 4.1018 29.0543 -0.1204 -0.2766 0.0277
Si 6.8362 4.1018 29.0543 0.2839 -0.1341 -0.2557
Si 4.1018 6.8362 29.0543 0.0241 0.3553 0.5201
Si 9.5708 6.8362 29.0543 0.0803 -0.103 0.3929
Si 1.3673 9.5708 29.0543 0.0373 -0.1127 -0.1521
Si 6.8362 9.5708 29.0543 0.0984 0.1999 -0.2242
Si 0 0 30.4215 0.0321 0.0224 -0.0707
Si 5.469 0 30.4215 -0.036 0.0138 0.0164
Si 2.7345 2.7345 30.4215 -0.0442 0.0136 -0.0405
Si 8.2035 2.7345 30.4215 -0.003 -0.0168 0.0217
Si 0 5.469 30.4215 -0.0116 0.073 0.0247
Si 5.469 5.469 30.4215 0.0017 0.0486 -0.0497
Si 2.7345 8.2035 30.4215 -0.002 -0.0357 0.039
Si 8.2035 8.2035 30.4215 0.0204 -0.0105 -0.0307
Si 1.3673 1.3673 31.7888 0.0205 -0.0443 -0.0065
Si 6.8362 1.3673 31.7888 0.0313 0.0205 -0.0264
Si 4.1018 4.1018 31.7888 0.004 0.0103 -0.0118
Si 9.5708 4.1018 31.7888 -0.0237 -0.0314 -0.0388
Si 1.3673 6.8362 31.7888 0.0403 -0.044 -0.0233
Si 6.8362 6.8362 31.7888 0.0088 0.003 -0.0055
Si 4.1018 9.5708 31.7888 -0.0151 0.011 -0.0259
Si 9.5708 9.5708 31.7888 -0.0161 -0.0117 -0.0158
Si 2.7345 0 0.6835 0.0411 -0.029 0.005
Si 8.2035 0 0.6835 -0.0728 0.0568 -0.0064
Si 0 2.7345 0.6835 0.0009 0.0376 0.0342
Si 5.469 2.7345 0.6835 -0.0149 -0.0195 0.0361
Si 2.7345 5.469 0.6835 -0.0693 0.0818 -0.0069
Si 8.2035 5.469 0.6835 0.0838 -0.0254 -0.0038
Si 0 8.2035 0.6835 -0.0009 -0.0134 0.0283
Si 5.469 8.2035 0.6835 -0.0316 0.0021 0.0379
Si 4.1018 1.3673 2.0507 -0.0849 -0.0412 0.0274
Si 9.5708 1.3673 2.0507 -0.0256 -0.095 0.0048
Si 1.3673 4.1018 2.0507 0.1229 0.0495 0.0019
Si 6.8362 4.1018 2.0507 0.0386 0.0604 0.0239
Si 4.1018 6.8362 2.0507 -0.0276 -0.1535 -0.0057
Si 9.5708 6.8362 2.0507 -0.133 -0.0217 -0.0004
Si 1.3673 9.5708 2.0507 0.0157 0.0793 0.0119
Si 6.8362 9.5708 2.0507 0.1467 0.0147 -0.0282
Si 0 0 3.418 0.1247 0.0169 -0.2021
Si 5.469 0 3.418 -0.1948 -0.0401 0.1044
Si 2.7345 2.7345 3.418 0.0177 0.179 -0.0368
Si 8.2035 2.7345 3.418 -0.0501 -0.0108 0.1318
Si 0 5.469 3.418 0.2704 0.0742 0.1191
Si 5.469 5.469 3.418 -0.3353 -0.0082 -0.1272
Si 2.7345 8.2035 3.418 -0.0383 -0.0306 0.423
Si 8.2035 8.2035 3.418 -0.0982 -0.0111 -0.7418
Si 1.3209 1.4274 4.771 -0.0018 0.0014 0.0008
Si 6.8122 1.3651 4.7907 0.0007 0.0026 -0.0062
Si 4.1224 4.0754 4.8166 0 0.0002 0.0036
Si 9.5715 4.1225 4.7762 0.0006 -0.001 -0.0051
Si 1.3877 6.8141 4.8522 0.0031 -0.0003 -0.0058
Si 6.7385 6.9463 4.7094 0.0015 0.0014 -0.0052
Si 4.0722 9.6013 4.8345 -0.0013 -0.0002 -0.0064
Si 9.6187 9.4909 4.7108 -0.0035 0.0006 -0.0058
Si 2.6968 0.1007 6.1494 0.0024 -0.0031 0.0028
Si 8.2025 -0.114 5.9693 -0.002 0.0036 0.0101
Si -0.0446 2.7602 6.2133 -0.0005 0 0.0058
Si 5.4827 2.7091 6.2512 0.0012 -0.0015 0.0039
Si 2.7688 5.4257 6.2478 0.0014 0.0023 0.0035
Si 8.1395 5.5827 5.9298 0.0036 -0.0033 0.0053
Si -0.0282 8.1814 6.2034 -0.0007 -0.0054 0.0053
Si 5.4471 8.2478 6.2406 0.0003 0.0023 0.0074
Si 3.8452 1.6009 7.6109 0.0115 -0.0058 -0.0069
Si 9.6404 1.0705 7.3173 -0.0055 0.0099 -0.0219
Si 1.58 3.8419 7.5823 -0.0164 0.008 -0.0096
Si 6.7492 4.3944 7.3377 0.0035 -0.0115 -0.0137
Si 4.4433 6.534 7.5354 -0.0141 0.0103 -0.0092
Si 9.1913 7.0423 7.4138 0.0103 -0.0076 -0.0087
Si 1.0427 9.9268 7.3801 0.0054 -0.0047 -0.002
Si 7.113 9.4091 7.5011 -0.0103 0.0101 -0.0175
O 5.6044 5.4246 7.9414 0.0016 -0.0014 0.0085
O -0.1198 0.0587 7.9124 0.0034 -0.0041 0.0083
O 2.7083 2.724 8.1004 0.0029 -0.0021 0.0079
O 8.1698 8.2213 7.9982 0.0015 -0.0032 0.0087
O 1.4851 9.3656 24.7115 -0.0099 0.0115 -0.0042
O 6.8883 4.0907 24.504 -0.0152 0.0112 -0.0005
O 6.7568 9.5973 24.44 0.0108 -0.0101 -0.0044
O 1.4113 4.041 24.6093 0.0167 -0.0136 0.0002
O 6.658 10.2863 8.8339 0.0004 0.0025 0.0068
O 0.8415 4.4821 8.9251 -0.0009 -0.0001 0.0059
O 1.8026 9.3497 8.7243 -0.0005 -0.002 0.008
O 7.7975 3.9729 8.5464 0.0005 0.0008 0.0046
O 9.5686 6.0356 8.6674 -0.0029 -0.0013 0.0058
O 4.4789 0.8933 8.9727 0.0004 0.0003 0.0041
O 3.927 7.0862 8.9935 0.0003 0.0031 0.0091
O 8.5405 1.4807 8.4871 -0.0039 -0.0025 0.0073
O 4.9518 0.3649 23.357 -0.0025 0.0006 0.0014
O 8.8727 2.6599 23.3267 -0.0004 0.0006 -0.0037
O 11.0593 6.052 23.4012 -0.0026 -0.0059 0.0098
O 5.2565 5.9946 23.8563 0.0025 -0.0043 0.0115
O 8.4548 7.7505 23.6715 0.0011 -0.0005 0.002
O 3.3925 2.2455 24.1567 0.0006 -0.0004 -0.0017
O 3.0011 7.3767 23.7381 -0.0012 0.0006 0.0035
O 10.8161 -0.0875 23.4795 0.0024 0.0016 -0.0041
Si 5.8175 20.4547 17.001 0.0023 -0.0015 0.0016
Si 6.5644 12.7579 11.8356 -0.0067 -0.0012 -0.0039
Si 14.6868 8.9242 18.9545 -0.0004 -0.0019 -0.0004
Si 4.5733 7.3429 13.1077 0.002 -0.0013 0.0022
Si 13.455 5.0367 13.9576 0.0002 0.0014 0.004
Si -2.9525 2.7134 19.4204 0.006 -0.0044 0.0026
Si 13.27 5.4201 16.9595 -0.0016 0.0002 0.0022
Si 3.4246 3.9027 21.2385 -0.0038 -0.0018 0.001
Si -0.1814 4.754 12.5951 0.0013 0.0053 -0.0034
Si 9.8018 6.2577 15.217 -0.003 0.0005 0.0049
Si 5.8532 4.8351 19.4078 -0.0009 -0.0002 -0.0021
Si 8.1357 2.7032 9.4866 -0.0037 0.0012 -0.0068
Si 9.5558 2.0261 11.9866 0.0014 0.002 -0.001
Si 14.9713 7.9276 10.3748 -0.0014 0.0006 -0.0045
Si 4.9264 3.2577 14.2683 -0.0011 0.0008 0.0031
Si 11.123 9.0454 14.8476 -0.0015 0.0002 0.0042
Si 14.6208 1.3118 22.8796 -0.0004 -0.0017 -0.0059
Si -0.0681 5.6792 9.5773 0.0077 0.0011 -0.0051
Si 11.7219 0.4076 22.2054 -0.0016 0.0028 -0.0001
Si 6.8257 7.3957 15.2327 0.0019 -0.0016 0.0028
Si 9.8055 2.7736 21.9628 0.0114 0.0137 -0.0174
Si 13.7451 -1.0965 13.7628 0.0033 -0.0019 0.0026
Si 4.0817 0.8001 15.8007 -0.0002 0.002 0.0025
Si 10.6164 5.8016 21.8267 -0.0027 -0.0129 -0.0001
Si 5.7104 7.6309 20.6652 -0.0015 0.0006 0.0009
Si 2.058 11.4696 18.1084 -0.0008 0.0004 0.001
Si 11.2072 10.1834 12.1857 -0.0023 -0.0048 0.0002
Si 8.0117 10.8829 18.4954 -0.0011 -0.0018 -0.0009
Si 10.3084 9.5024 20.2565 -0.0011 0.0031 -0.0022
Si 12.597 3.3656 18.9294 -0.0025 -0.0011 0.0003
Si 1.1782 7.1987 19.3352 -0.0008 -0.0042 0.0011
Si 12.2151 8.4933 10.006 -0.0027 -0.0043 -0.0109
Si 10.0035 14.5287 17.2159 -0.0011 0.0005 0.003
Si 5.3286 5.2865 16.5197 0.0009 0.0012 0.002
Si 8.5133 7.8035 22.0522 -0.0016 -0.0021 -0.0003
Si 3.9719 6.3388 22.9424 0.0006 0.0024 0.0008
Si 5.4159 -0.1754 9.7983 -0.0017 0 -0.0041
Si 10.3328 0.6034 16.6632 -0.0014 -0.0002 0.0008
O 13.3318 0.3793 22.5013 -0.0008 0.0014 0.0035
O 6.9302 9.7159 18.1765 0 0 0.0021
O 7.0562 8.1232 21.4214 -0.0034 -0.0012 0.0003
O 8.6157 3.3084 18.0225 0.0007 -0.0013 0.0021
O 2.746 11.9075 16.7043 0.0052 -0.0014 -0.0025
O 4.8113 13.1227 15.4568 -0.0021 -0.0042 -0.0026
O 6.7946 2.6224 10.423 -0.0008 0.001 0.0046
O 8.8048 11.2903 17.1355 0.0002 -0.0013 0.0022
O 9.4186 2.7145 10.5003 0.0061 -0.0016 0.0096
O 16.9358 7.1372 13.8578 -0.0013 -0.0003 0.0003
O 2.0181 3.9369 20.4078 -0.0011 0 0.0015
O 10.5726 9.1602 13.3036 0.0004 0.0018 -0.0012
O 4.618 9.4055 10.1242 -0.0015 -0.0038 0.0019
O 5.6014 4.5148 15.0874 -0.0001 -0.0018 0.0002
O 10.4265 2.2364 16.3292 0.0011 -0.0004 0.0012
O 9.6216 8.8909 21.5957 0.0007 0.0013 0.0012
O 11.699 7.0618 9.4945 0.0016 0.0052 0.0037
O 11.1876 1.9199 22.0136 -0.0105 0.005 0.0018
O 8.355 17.9019 15.0514 0 -0.0032 -0.0012
O 8.9945 2.3113 20.6327 0.003 0.0078 0.0118
O 8.0531 1.5867 12.5003 -0.0002 -0.0012 0.0013
O 13.8486 -0.6267 18.8488 0.0005 -0.0016 0.0022
O 1.7525 16.1263 15.4261 0.0003 -0.0013 -0.0014
O 14.8696 2.396 21.6715 -0.0007 0.0017 0.0044
O 10.5811 -0.4696 15.464 0.0015 -0.004 -0.0015
O 5.2383 10.9691 16.6153 -0.0023 -0.0003 -0.0004
O 6.5677 19.8795 15.6734 -0.001 -0.0004 0.0008
O -0.5243 5.3024 11.0954 -0.0009 -0.0048 0.0054
O 14.5503 0.1529 14.3976 -0.0012 0.0007 0.0032
O 11.4806 -0.469 20.852 -0.0019 -0.0016 0.0028
O 14.3645 3.6948 13.8223 0.0023 -0.0016 0.0007
O 10.2495 14.154 12.861 0.0006 -0.0021 0.0009
O 10.0779 16.6231 13.7274 0.0007 -0.0019 0
O 0.4947 11.1044 17.8032 0.001 -0.0009 0.0007
O 7.2587 12.2217 19.0649 0.0016 0.0029 0.004
O 4.5087 4.4914 20.2101 0.0043 0.0014 0.0004
O -7.095 16.8978 16.6914 -0.001 -0.001 0.0009
O 12.7699 -1.8455 14.856 -0.0011 0.0001 -0.001
O 11.0714 3.7135 18.4631 -0.0004 -0.0011 -0.0012
O 5.6816 4.4103 17.8393 -0.0002 -0.0008 0.0017
O 2.5644 14.933 17.7235 0.0004 -0.0005 0.002
O 4.5203 8.6444 17.5239 -0.0014 -0.0008 0.0023
O 4.9797 8.9485 20.026 -0.0006 0 0.0031
O 4.0004 8.8505 13.2971 -0.0029 0.0012 0.0007
O 4.8637 7.1046 11.5132 0.0012 -0.0013 0.0003
O 14.3868 6.3313 13.6886 -0.0028 -0.003 -0.0001
O 11.0888 9.3739 10.7772 0.0007 0.0012 0.0035
O 2.5294 8.1457 10.9769 0.0017 0.0001 0.0032
O 3.2385 4.9411 22.4969 -0.0009 -0.0051 0.0021
O 7.023 3.8811 20.012 -0.0013 -0.0011 0.0028
O 12.3635 4.8768 12.7766 -0.0017 -0.0023 0.0005
O 10.4688 0.6842 12.0372 0.0003 -0.0036 -0.0008
O 10.9912 8.3981 19.2344 0.0002 0.0013 0.0027
O 9.8785 4.9932 16.3171 0.0002 -0.0019 0.0002
O 11.6865 6.3846 20.7067 0.0008 -0.0007 0.0005
O 10.3983 4.2311 21.6597 -0.0089 -0.0116 0.0133
O 10.7353 7.601 15.5357 0 -0.0013 -0.0004
O 6.1286 17.3806 19.6012 -0.0007 -0.001 0.003
O 12.7859 10.4407 12.5753 -0.0002 -0.0001 0
O 9.1124 6.3847 21.5388 0.0059 -0.0058 0.0037
O 5.7056 2.6719 12.9455 -0.0012 0 0.0014
O 6.3389 -4.4005 16.5168 0.0001 -0.0013 -0.0003
O 2.0182 12.7372 19.1047 0.0005 -0.0023 0.0017
O 9.119 10.3048 19.5215 0.0014 -0.0023 0.0027
O 5.8568 0.4413 11.2738 0.0027 0.0038 0.0061
O 4.567 7.0711 21.6506 0.0055 0.0031 -0.0018
O 12.2663 6.3317 17.9183 0.0004 -0.001 -0.0002
O 13.6329 7.791 19.463 0.0027 0.0023 0.0034

Results
free energy: -137508.773 eV
free energy less fixed offsets of O -568.88, Si -635.61 eV per atom: -0.073 eV

The program warned: the cutoff lies below the one the program advises for these potential files; the forces do not sum to zero within the program's tolerance; the exchange-correlation potential is rough where the density is thin.
